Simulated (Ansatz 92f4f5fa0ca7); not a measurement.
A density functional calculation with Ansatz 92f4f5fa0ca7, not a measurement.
Periodic cell of 220 atoms, Si132O88, from a study of silicon, its oxide and their interface. The atomic structure is a simulated model.

Settings: functional r2SCAN; potential files Ansatz norm-conserving; basis plane waves; wave-function cutoff 1300 eV; density cutoff ratio 4; exchange-correlation grid ratio 1; k mesh 2 x 2 x 1, shifted by 0.5 0.5 0.5 of a step; self-consistency stop 5e-08 eV per atom in the density residual; occupations Fermi-Dirac, 0.05 eV; spin none; net charge 0.

Cell vectors (angstrom)
a  10.888  0  0
b  0  10.888  0
c  0  0  31.6284

Atoms: element, x, y, z (angstrom)
Si  0.0748  -0.2614  0.2882
Si  2.1814  2.2313  -0.376
Si  -0.2385  5.8511  -0.2903
Si  -1.0258  7.5006  -1.984
Si  4.1829  -1.3836  1.4541
Si  7.8482  3.159  0.2828
Si  6.103  4.8032  0.0513
Si  6.8027  6.7242  1.2835
Si  1.2778  1.2741  1.5126
Si  4.1945  4.0463  1.2281
Si  2.726  5.4369  2.5463
Si  5.3742  10.4266  -0.2669
Si  6.7454  1.5324  1.4603
Si  9.5737  4.3147  1.2284
Si  7.8069  8.4054  0.0046
Si  9.3678  9.44  1.4308
Si  -0.0366  2.8335  2.6433
Si  2.7358  -0.0456  2.7684
Si  -0.1034  8.1263  2.779
Si  1.1489  6.757  1.3347
Si  5.3244  2.7223  2.8404
Si  8.0837  0.0331  2.713
Si  5.4947  8.0907  2.7531
Si  8.1971  5.4904  2.731
Si  1.3862  4.108  4.0082
Si  4.0416  1.3137  4.1726
Si  1.3192  9.5062  4.0837
Si  4.0446  6.7741  4.0363
Si  6.797  4.1016  4.0714
Si  9.4923  1.4281  4.0204
Si  6.8094  9.5096  4.1006
Si  9.4976  6.7911  4.1741
Si  -0.0253  0.0432  5.4072
Si  2.6854  2.7378  5.4361
Si  0.0302  5.4244  5.4418
Si  2.6979  8.1471  5.4304
Si  5.4435  -0.0408  5.4766
Si  8.1497  2.727  5.4419
Si  5.4236  5.4463  5.4335
Si  8.151  8.1784  5.4846
Si  1.3368  1.3945  6.7953
Si  4.0819  4.0627  6.7941
Si  1.3617  6.7935  6.8158
Si  4.0762  9.4969  6.8171
Si  6.8075  1.3462  6.81
Si  9.5383  4.0722  6.8006
Si  6.7871  6.8074  6.8139
Si  9.5175  9.5498  6.7928
Si  0.0096  2.7456  8.1947
Si  2.7454  0.0526  8.1274
Si  -0.0335  8.1622  8.1451
Si  2.7482  5.438  8.1579
Si  5.4557  2.7135  8.1671
Si  8.1638  -0.0101  8.179
Si  5.4445  8.1434  8.1948
Si  8.1775  5.4437  8.1594
Si  1.3929  4.1227  9.5525
Si  4.1167  1.3762  9.5652
Si  1.3573  9.5646  9.4027
Si  4.1212  6.7474  9.5478
Si  6.805  4.0957  9.5229
Si  9.5252  1.3666  9.5106
Si  6.8144  9.5007  9.5529
Si  9.5249  6.7825  9.5644
Si  0.0496  0.0212  10.8063
Si  2.8047  2.823  10.9126
Si  0.055  5.4719  10.9642
Si  2.6942  8.1884  10.7045
Si  5.4629  -0.0387  10.9311
Si  8.1709  2.7296  10.857
Si  5.4804  5.3982  10.9859
Si  8.1341  8.1097  10.9354
Si  1.4274  1.4099  12.1282
Si  4.1092  4.1229  12.4572
Si  3.0879  5.974  13.6925
Si  4.9551  7.8091  13.6503
Si  6.8487  1.3692  12.2422
Si  9.549  4.0362  12.2455
Si  6.7719  6.7768  12.409
Si  9.6295  9.4796  12.1156
Si  0.0782  2.67  13.5676
Si  2.7052  -0.0202  13.453
Si  1.0233  10.1292  14.927
Si  1.4791  6.9358  12.2267
Si  4.4079  0.714  14.8697
Si  8.9103  2.434  17.0431
Si  4.0133  9.4066  12.1549
Si  11.0057  8.2977  13.6234
Si  1.1779  5.2031  15.0588
Si  6.8905  3.923  15.0364
Si  -0.8645  6.5428  14.7811
Si  0.2332  4.5978  17.8126
Si  5.4639  2.5777  13.7415
Si  8.3325  -0.0291  13.4328
Si  5.8745  9.6825  14.9405
Si  8.2529  5.3701  13.6828
Si  -3.6194  -2.958  19.7125
Si  10.0741  1.3019  27.1719
Si  -8.8377  8.196  31.4418
Si  6.6824  -7.3574  21.9392
Si  5.4983  5.4494  28.638
Si  24.7367  10.5534  17.3405
Si  11.0202  -8.905  24.6007
Si  10.0738  11.7267  14.7811
Si  9.2785  -9.6328  19.6982
Si  5.0917  0.7825  26.8415
Si  -0.7804  -11.8022  23.8427
Si  -9.7028  -1.8127  21.8887
Si  7.8924  8.5207  25.5893
Si  -16.1496  -5.6679  19.9139
Si  9.3187  9.5053  21.051
Si  15.1238  5.1009  22.4238
Si  -14.3113  -5.3126  26.4281
Si  8.9568  -4.3024  17.6543
Si  11.6661  -1.3418  28.0093
Si  -1.7403  -9.6357  29.7938
Si  3.0698  -3.273  23.5955
Si  0.9073  4.5266  29.796
Si  -16.5841  -1.0794  24.4071
Si  16.2805  8.7318  17.6369
Si  -5.7457  3.7386  26.216
Si  -7.5847  11.0063  29.1403
Si  2.7167  0.6094  20.3879
Si  16.9314  5.7029  17.1629
Si  -5.8826  1.0305  22.3312
Si  -3.0824  -0.2991  27.6582
Si  1.4163  -14.6323  26.2447
Si  13.7724  -4.3674  28.944
Si  -7.7737  2.9668  23.9489
Si  -12.2693  -7.8488  22.089
Si  11.6828  13.7461  20.1109
Si  10.1659  5.421  27.3847
O  -7.8874  4.1295  -8.8094
O  -15.3096  -6.9561  -11.2408
O  -3.0556  -3.9776  -6.0289
O  -12.6246  -11.2325  -11.8149
O  -7.3451  8.4288  0.3655
O  -6.9139  1.75  -8.2832
O  1.2412  9.6055  -0.2668
O  -0.1928  2.3677  -5.4902
O  5.918  1.0238  0.1012
O  2.1041  -8.79  -10.9626
O  -2.8644  -2.3572  -10.6286
O  9.2869  -11.4945  -9.1534
O  4.7469  4.3828  -3.9689
O  19.1211  2.3378  -1.0913
O  22.8064  3.079  -1.1419
O  -0.7976  3.5357  17.1475
O  -4.1001  5.9998  27.8456
O  14.7481  -12.5483  17.6388
O  7.653  5.6452  17.4049
O  -1.9749  1.8497  21.1551
O  1.2814  -5.7648  16.6938
O  -4.3146  -4.3607  20.0901
O  6.3896  15.5173  25.6581
O  6.206  -1.3012  16.5405
O  12.5323  -11.701  16.4831
O  10.1641  -5.1045  18.3739
O  28.2999  -12.7209  24.915
O  7.6934  13.9197  16.1549
O  17.1806  1.9753  22.1005
O  3.7955  0.746  16.4319
O  -16.1167  -19.5462  26.4321
O  5.4726  7.2034  17.1095
O  8.849  4.7625  26.71
O  -0.2561  11.3081  24.5574
O  10.0391  -8.1965  23.556
O  3.8517  -7.2395  25.2376
O  15.1296  0.6675  20.9402
O  6.0984  -2.0145  19.087
O  17.1274  10.8748  27.6191
O  10.7625  8.7279  20.9656
O  12.5498  13.2661  24.3135
O  -12.1614  6.6192  28.3221
O  0.6022  -1.6087  23.387
O  33.7904  3.9675  18.9924
O  24.4102  0.3002  18.7932
O  3.9357  -2.0381  24.1332
O  5.6446  4.4024  22.8264
O  -8.4738  -16.7143  29.4701
O  -15.9776  -5.9738  15.7827
O  25.8999  28.2281  23.263
O  2.3  -2.9531  22.1833
O  -2.4846  -8.9789  18.4961
O  -2.5836  -10.888  29.1714
O  -10.7435  0.0433  27.5005
O  0.8954  -13.1639  26.6871
O  -11.0516  -2.0917  29.1209
O  9.5279  22.9208  16.2973
O  -8.6502  -11.872  28.6247
O  5.255  -5.9067  18.3675
O  -15.1291  20.3354  31.2065
O  -1.6928  -1.8558  24.7727
O  -12.2674  7.1324  16.2427
O  -2.6948  3.9458  22.3515
O  4.5417  -0.5302  29.9653
O  -6.4051  -4.2299  28.9948
O  -2.4607  -2.9009  30.189
O  2.0801  -3.7447  24.7844
O  -6.2092  -0.0436  25.5312
O  -0.0969  14.4841  21.2589
O  8.4389  -3.1094  18.5934
O  -20.7652  -18.1114  14.5107
O  32.0682  0.5977  30.7124
O  -8.4318  -4.1684  27.4089
O  -1.0645  2.0539  28.5711
O  1.8843  10.3849  21.2318
O  10.8143  1.6746  19.4104
O  -10.6726  6.0548  26.2263
O  -3.5415  -1.054  14.2718
O  -2.8513  -1.8067  27.1143
O  3.4159  3.1843  31.6939
O  11.0178  4.4622  28.3655
O  -7.053  -9.9732  27.8389
O  4.2929  5.3764  20.8223
O  -5.3456  -0.3154  23.0306
O  24.4055  12.0406  30.1565
O  2.1814  7.5704  29.949
O  5.9172  4.8143  30.0505
O  -2.2541  0.7118  26.6783

Results
free energy: -56403.391 eV
free energy less fixed offsets of O -463.61, Si -117.95 eV per atom: -36.311 eV
pressure: 0.26 GPa
stress xx, yy, zz, yz, xz, xy (GPa, positive in tension): -0.01, -0.74, -0.03, 0, 0.56, 0.22

Forces (eV/angstrom), in the order of the atoms: element, x, y, z
Si  0.0653  -0.0103  0.017
Si  0.0324  0.0063  0.1177
Si  0.0479  -0.0329  -0.0892
Si  -0.0638  0.0937  0.0337
Si  -0.0246  0.0147  0.0634
Si  0.0111  0.0387  0.0151
Si  0.0585  -0.0514  0.0852
Si  -0.0201  -0.0537  -0.0218
Si  0.0251  -0.0095  -0.0004
Si  0.0016  0.049  0.0431
Si  -0.0058  -0.0138  -0.0256
Si  0.1084  0.1359  -0.0086
Si  -0.0079  -0.0337  0.0394
Si  -0.0943  -0.03  0.0615
Si  0.0103  -0.0041  0.1363
Si  -0.0413  0.01  0.0614
Si  0.0195  0.0193  -0.0231
Si  -0.0248  -0.0254  -0.0219
Si  -0.0116  -0.0224  -0.0481
Si  0.0226  0.0316  0.1018
Si  -0.0038  0.0287  0.002
Si  0.0427  -0.0379  -0.0042
Si  -0.0113  0.0131  0.0026
Si  -0.0449  0.0249  0.0013
Si  0.0526  0.0401  0.0127
Si  -0.0028  -0.0517  -0.0223
Si  0.0063  0.0136  0.0226
Si  -0.0204  -0.0209  0.0251
Si  0.0143  0.0113  0.0429
Si  -0.0626  0.035  -0.0164
Si  -0.0079  -0.0189  -0.0099
Si  0.0154  0.0139  0.0141
Si  -0.0135  -0.0374  -0.0174
Si  -0.0267  0.0073  -0.0294
Si  -0.0152  -0.0323  0.0062
Si  -0.0054  0.0054  0.031
Si  0.0217  0.006  -0.0093
Si  0.002  0.0325  -0.003
Si  0.0126  0.0007  -0.016
Si  -0.027  -0.0009  -0.0263
Si  -0.0063  0.0262  0.004
Si  0.009  -0.0183  -0.0018
Si  0.0051  0.0061  -0.0019
Si  0.0136  -0.0059  0.0038
Si  0.003  -0.0165  -0.01
Si  0.0163  0.0165  0.0076
Si  0.0201  0  -0.002
Si  -0.0092  0.0072  -0.0103
Si  -0.0246  -0.0031  -0.0027
Si  -0.0066  -0.0146  0.0215
Si  0.0115  0.0089  0.0155
Si  -0.0213  0.0092  0.0114
Si  -0.0059  0.0078  0.0085
Si  0.013  0.008  0.0048
Si  -0.012  -0.0092  0.0032
Si  0.0002  -0.0033  0.0076
Si  -0.0164  0.0015  -0.0165
Si  0.0215  -0.0366  0.0159
Si  -0.0414  0.044  0.033
Si  0.0091  -0.018  0.0018
Si  0.0208  -0.0271  0.0214
Si  0.0056  -0.0143  -0.0061
Si  -0.0163  0.0267  -0.0138
Si  0.0272  -0.0172  0.0109
Si  0.0212  -0.0084  -0.0392
Si  -0.0296  0.0359  0.0143
Si  -0.0143  0.0141  -0.0529
Si  0.0642  -0.0586  -0.0027
Si  -0.0374  -0.0072  -0.0307
Si  0.0299  -0.0023  0.004
Si  -0.0109  0.016  -0.0387
Si  -0.0077  -0.0194  0.0428
Si  -0.0091  -0.029  -0.0405
Si  -0.0072  0.0091  -0.0011
Si  0.0322  0.028  -0.0684
Si  -0.0828  -0.0351  -0.0884
Si  -0.0251  -0.0299  0.0163
Si  0.0131  0.0374  -0.0056
Si  0.0089  0.0036  0.0236
Si  0.0209  0.0323  -0.0192
Si  -0.0449  0.0573  -0.0162
Si  -0.0654  0.0167  0.0132
Si  -0.0139  0.0395  0.0462
Si  -0.0612  -0.0457  0.0399
Si  -0.0448  0.0047  -0.0186
Si  -0.0583  -0.036  -0.2156
Si  0.064  0.0372  0.0488
Si  0.0053  0.0302  -0.0856
Si  0.0042  0.0715  -0.063
Si  -0.0092  -0.0183  -0.2056
Si  0.0214  0.0497  -0.1112
Si  0.0158  0.0764  -0.1842
Si  -0.0076  -0.0163  0.029
Si  -0.0938  0.0139  -0.0121
Si  0.0334  0.021  -0.0787
Si  0.0262  -0.0279  0.0248
Si  -0.026  0.0096  -0.1324
Si  -0.0362  -0.042  0.1868
Si  0.055  0.0423  0.0995
Si  0.013  0.0495  -0.0241
Si  -0.008  0.0408  0.145
Si  -0.022  -0.013  -0.3102
Si  -0.0354  0.0177  0.1707
Si  0.1328  -0.0856  -0.066
Si  -0.0312  -0.0036  -0.117
Si  0.0432  0.0064  0.172
Si  -0.0365  -0.021  0.1114
Si  -0.0353  -0.0148  -0.0123
Si  0.0255  0.006  0.1705
Si  0.0072  0.0518  -0.1733
Si  -0.0549  -0.0366  -0.0639
Si  0.0143  0.0279  -0.0319
Si  0.0154  -0.0268  0.1301
Si  0.0028  0.0032  -0.1396
Si  -0.0132  0.015  0.1111
Si  -0.0155  -0.0085  0.1062
Si  -0.0632  -0.0276  0.0928
Si  -0.009  0.0605  0.032
Si  0.0325  0.0098  0.1192
Si  0.0323  -0.0087  -0.1484
Si  0.0227  0.0171  0.1707
Si  -0.024  -0.0079  0.2069
Si  0.0044  0.0005  -0.1553
Si  -0.014  -0.0005  -0.1659
Si  -0.0112  -0.0193  -0.0076
Si  0.0543  0.0546  0.14
Si  -0.026  -0.0043  0.1991
Si  -0.0789  0.0155  0.1625
Si  -0.012  0.0451  0.1043
Si  -0.0118  -0.017  0.0192
Si  -0.0206  0.0152  -0.1112
Si  0.0317  -0.0194  0.1821
O  0.0064  -0.0152  -0.0176
O  0.0132  -0.0446  0.064
O  0.0022  0.0329  -0.0612
O  0.0023  -0.0016  0.0441
O  -0.0266  -0.0475  -0.0658
O  0.0066  -0.0145  -0.0276
O  -0.0123  -0.027  -0.0349
O  0.0322  0.0053  -0.109
O  -0.0144  -0.1135  -0.0439
O  0.0098  -0.0008  0.0462
O  0.0391  0.0378  0.0462
O  0.008  0.0105  -0.0106
O  0.005  -0.0401  -0.0808
O  -0.0056  0.0172  -0.0725
O  -0.0401  0.0873  -0.0477
O  0.0325  0.0174  0.0609
O  0.0184  -0.0041  -0.081
O  -0.0037  -0.01  0.0474
O  0.0115  0.0097  0.0747
O  -0.0185  0.0131  0.0458
O  -0.031  -0.0366  0.1192
O  0.0024  -0.0273  0.0335
O  -0.0252  -0.0138  -0.053
O  -0.0152  0.0086  0.0608
O  0.118  0.0572  0.1741
O  0.0203  -0.0342  0.0929
O  -0.0561  0.0164  -0.0646
O  0.0614  -0.0645  0.1246
O  -0.0044  -0.0267  0.0043
O  -0.019  -0.069  0.0917
O  -0.0034  -0.0045  -0.0501
O  -0.0119  -0.0018  0.0498
O  -0.0203  0.0111  -0.0489
O  0.0033  -0.0222  -0.0453
O  0.0034  0.0041  -0.0487
O  -0.0476  -0.0222  -0.0898
O  0.0299  0.0089  0.0363
O  0.0288  -0.001  0.1051
O  -0.0691  0.0128  -0.0728
O  0.0255  -0.0001  0.0177
O  0.0458  0.0027  -0.0555
O  0.0329  -0.0123  -0.0367
O  0.0275  -0.0007  -0.014
O  0.0319  -0.0561  0.1188
O  -0.0205  0.041  0.1806
O  0.0052  -0.0014  -0.0295
O  -0.0012  -0.013  0.0085
O  0.0326  -0.0091  -0.0342
O  -0.0162  0.0258  0.1285
O  0.0056  0.0054  -0.0075
O  -0.0018  0.0174  -0.0127
O  -0.011  -0.0061  0.1283
O  -0.0108  -0.0102  -0.0623
O  0.0057  0.0197  -0.0512
O  0.0162  -0.036  -0.0675
O  0.0023  -0.0409  -0.0381
O  -0.0184  -0.0098  0.1672
O  0.0093  0.015  -0.0566
O  -0.008  -0.0051  0.1495
O  0.0131  0.0002  -0.0553
O  0.0285  0.0219  -0.0537
O  -0.0305  -0.0442  0.1059
O  0.0091  -0.0096  -0.0086
O  -0.0362  -0.0039  -0.0549
O  0.0628  -0.0255  -0.0513
O  0.0394  -0.0253  -0.0706
O  0.0543  0.0137  -0.1198
O  -0.0053  -0.0369  -0.1051
O  0.0002  0.0163  0.0154
O  -0.0213  0.0163  0.0791
O  0.0666  -0.0112  -0.0597
O  -0.0856  0.0362  -0.0642
O  -0.0147  0.0271  -0.1068
O  -0.0001  -0.004  -0.0599
O  -0.0049  0.0016  0.0258
O  0.0183  0.0112  0.0433
O  0.0123  0.0024  -0.0562
O  -0.0143  -0.0533  0.016
O  -0.003  -0.0596  -0.0971
O  -0.0619  0.0134  -0.0684
O  -0.0306  -0.0244  -0.1379
O  0.0436  0.0246  -0.0903
O  -0.0356  -0.0131  0.0581
O  -0.0022  0.0145  -0.0331
O  0.0484  -0.0259  -0.0862
O  0.0821  -0.0265  -0.1379
O  0.0059  -0.0001  -0.1235
O  -0.0171  0.0102  -0.0697
